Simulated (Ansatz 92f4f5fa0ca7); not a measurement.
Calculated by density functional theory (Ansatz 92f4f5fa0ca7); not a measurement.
Periodic cell of 222 atoms, Si132O88H2, from a study of silicon, its oxide and their interface. The atomic structure is a simulated model.
Doubt: the cutoff is far below the 930 eV that the study's wrapper takes by default for these files, so forces and energies are approximate.
This geometry differs little from another in the collection (a relaxation step or a small displacement).

Settings: functional PBE; potential files Ansatz PAW; basis plane waves; wave-function cutoff 580 eV; density cutoff ratio 5; exchange-correlation grid ratio 1; k mesh 1 x 1 x 1, Gamma-centred; self-consistency stop 5e-08 eV per atom in the density residual; occupations fixed; spin none; net charge 0.

Cell vectors (angstrom)
a, 10.938, 0, 0
b, 0, 10.938, 0
c, 0, 0, 32.3171

Atoms: element, x, y, z (angstrom)
Si, -0.1157, 0.1883, 24.7746
Si, 5.687, -0.2863, 24.7491
Si, 2.4305, 2.9951, 24.9339
Si, 8.5425, 2.4254, 24.6189
Si, 0.1891, 5.2082, 24.9669
Si, 5.2953, 5.8278, 24.9026
Si, 2.936, 7.9418, 24.8735
Si, 7.8964, 8.4077, 25.0138
Si, 1.3373, 1.3719, 26.2097
Si, 6.8588, 1.3687, 25.9943
Si, 4.1329, 4.1297, 26.1115
Si, 9.517, 4.0183, 26.1449
Si, 1.372, 6.809, 26.2178
Si, 6.7784, 6.8865, 26.3555
Si, 4.0762, 9.586, 26.1294
Si, 9.6094, 9.5791, 26.1204
Si, 2.7322, 0.0064, 27.5233
Si, 8.2076, 0.0175, 27.4849
Si, -0.0309, 2.7293, 27.5664
Si, 5.4979, 2.7243, 27.4562
Si, 2.7651, 5.4485, 27.5535
Si, 8.204, 5.4432, 27.5378
Si, -0.0012, 8.2095, 27.525
Si, 5.3983, 8.2656, 27.606
Si, 4.1018, 1.3673, 28.8989
Si, 9.5708, 1.3673, 28.8989
Si, 1.3673, 4.1018, 28.8989
Si, 6.8362, 4.1018, 28.8989
Si, 4.1018, 6.8362, 28.8989
Si, 9.5708, 6.8362, 28.8989
Si, 1.3673, 9.5708, 28.8989
Si, 6.8362, 9.5708, 28.8989
Si, 0, 0, 30.2661
Si, 5.469, 0, 30.2661
Si, 2.7345, 2.7345, 30.2661
Si, 8.2035, 2.7345, 30.2661
Si, 0, 5.469, 30.2661
Si, 5.469, 5.469, 30.2661
Si, 2.7345, 8.2035, 30.2661
Si, 8.2035, 8.2035, 30.2661
Si, 1.3673, 1.3673, 31.6334
Si, 6.8362, 1.3673, 31.6334
Si, 4.1018, 4.1018, 31.6334
Si, 9.5708, 4.1018, 31.6334
Si, 1.3673, 6.8362, 31.6334
Si, 6.8362, 6.8362, 31.6334
Si, 4.1018, 9.5708, 31.6334
Si, 9.5708, 9.5708, 31.6334
Si, 2.7345, 0, 0.6835
Si, 8.2035, 0, 0.6835
Si, 0, 2.7345, 0.6835
Si, 5.469, 2.7345, 0.6835
Si, 2.7345, 5.469, 0.6835
Si, 8.2035, 5.469, 0.6835
Si, 0, 8.2035, 0.6835
Si, 5.469, 8.2035, 0.6835
Si, 4.1018, 1.3673, 2.0507
Si, 9.5708, 1.3673, 2.0507
Si, 1.3673, 4.1018, 2.0507
Si, 6.8362, 4.1018, 2.0507
Si, 4.1018, 6.8362, 2.0507
Si, 9.5708, 6.8362, 2.0507
Si, 1.3673, 9.5708, 2.0507
Si, 6.8362, 9.5708, 2.0507
Si, 0, 0, 3.418
Si, 5.469, 0, 3.418
Si, 2.7345, 2.7345, 3.418
Si, 8.2035, 2.7345, 3.418
Si, 0, 5.469, 3.418
Si, 5.469, 5.469, 3.418
Si, 2.7345, 8.2035, 3.418
Si, 8.2035, 8.2035, 3.418
Si, 1.4036, 1.3469, 4.786
Si, 6.8215, 1.405, 4.7861
Si, 4.0843, 4.1148, 4.7952
Si, 9.5779, 4.0906, 4.8136
Si, 1.3728, 6.818, 4.8185
Si, 6.8513, 6.8275, 4.7539
Si, 4.0766, 9.5954, 4.7881
Si, 9.6189, 9.5254, 4.7375
Si, 2.7331, -0.0229, 6.2379
Si, 8.281, 0.0261, 6.0053
Si, 0.0748, 2.7503, 6.1511
Si, 5.4594, 2.7728, 6.1927
Si, 2.7188, 5.4686, 6.227
Si, 8.187, 5.4551, 6.1716
Si, 0.008, 8.1662, 6.1954
Si, 5.4794, 8.233, 6.0694
Si, 3.8366, 1.6662, 7.4871
Si, 9.9343, 1.0457, 7.3232
Si, 1.5574, 3.8966, 7.6198
Si, 6.5756, 4.3883, 7.5332
Si, 4.3675, 6.6677, 7.4094
Si, 9.2451, 7.1102, 7.4646
Si, 1.1749, 9.6804, 7.5787
Si, 7.0823, 9.4471, 7.2763
O, 1.3299, 4.1338, 24.4408
O, 6.8426, 9.5245, 24.415
O, 2.6963, 2.7597, 7.9782
O, 8.1338, 8.2813, 7.7364
O, 5.464, 5.5473, 7.9347
O, 0.0373, -0.1025, 7.9352
O, 4.1158, 6.8833, 24.4071
O, 9.6894, 1.2833, 24.2862
O, 1.6977, 8.9655, 8.9995
O, 0.9083, 4.3914, 9.0691
O, 9.2672, 1.763, 8.6367
O, 6.6238, 10.1629, 8.6787
O, 4.5148, 1.1814, 8.8906
O, 3.8004, 7.3852, 8.7639
O, 7.1723, 3.8449, 8.9621
O, 9.5742, 6.6742, 9.0042
O, 2.9236, 2.2652, 23.5356
O, 5.1034, 0.1558, 23.2758
O, 8.1463, 2.968, 23.1076
O, 10.3727, 5.7661, 23.6211
O, 8.3103, 7.4969, 23.723
O, 2.2706, 8.48, 23.4667
O, 6.1788, 5.4662, 23.5429
O, 0.6433, 10.5718, 23.404
Si, 3.0819, 8.4514, 9.7521
Si, 7.5409, 3.9188, 10.5506
Si, -1.1876, 3.846, 15.9253
Si, 3.4, 2.9478, 22.136
Si, 7.0372, 0.6482, 19.7721
Si, 12.305, -5.7801, 17.4885
Si, 2.6984, 9.468, 20.2584
Si, 9.2805, 6.2899, 14.8594
Si, 2.6693, 11.1489, 17.657
Si, -2.101, 9.8627, 17.825
Si, 4.7621, 0.3583, 21.6993
Si, 9.2802, 12.3377, 10.2189
Si, 4.475, 11.2824, 10.2752
Si, 3.3288, 1.7074, 12.8133
Si, 9.1146, 8.4825, 12.9531
Si, 0.9987, 9.1381, 22.6839
Si, -0.1314, 0.8748, 16.4631
Si, -1.1467, 0.2497, 13.8889
Si, 0.33, 13.0312, 12.1247
Si, 5.5962, 5.0498, 22.0742
Si, 6.8763, 4.8657, 15.3423
Si, 5.2651, 4.2343, 12.7192
Si, 4.5979, 11.2497, 15.4017
Si, 4.1108, 6.6572, 20.0481
Si, 4.4034, 5.0884, 17.3494
Si, -0.8136, 7.0145, 17.8759
Si, 4.9811, 12.967, 17.8148
Si, 3.1141, 6.3042, 12.0556
Si, 7.9231, 3.1106, 21.4893
Si, 9.5985, 6.9987, 22.9006
Si, 9.6928, 5.4075, 20.4561
Si, 11.8909, 4.7897, 10.6698
Si, -3.5163, 9.9361, 14.9754
Si, 1.7345, 4.6681, 20.3804
Si, 7.0688, 10.2441, 10.2574
Si, 9.4315, 6.4764, 10.6097
O, 8.3402, 5.2995, 10.9108
O, 9.9344, -1.0407, 12.8795
O, 19.4077, 13.5679, 10.9298
O, 2.8101, 5.8564, 20.5831
O, -2.8582, 4.0158, 16.1776
O, -4.7378, 15.039, 14.0634
O, 0.3273, 5.3088, 20.8411
O, 3.5062, 11.9982, 11.3414
O, -1.0238, 7.3676, 13.8413
O, 0.0129, 6.0724, 11.0256
O, 1.6797, 4.2605, 18.8116
O, 7.8777, 1.6512, 20.7562
O, 3.9082, 0.7644, 14.0047
O, 2.2777, 10.0375, 18.781
O, 1.3209, 9.1493, 21.08
O, 10.8279, 1.2681, 10.7699
O, 9.8709, 0.1502, 17.566
O, 9.7028, 8.5409, 18.2846
O, 4.4485, 1.9358, 21.4176
O, 2.9878, 18.6476, 11.206
O, 6.5659, 3.998, 21.3039
O, 9.0889, 3.9203, 20.6908
O, 3.729, 8.2297, 20.031
O, 0.8207, 6.6909, 17.8373
O, 3.422, -0.4268, 21.2664
O, 1.3583, 11.9577, 17.1001
O, 1.7046, 12.715, 12.9373
O, 0.3779, 3.6373, 11.6581
O, 9.9332, 4.7925, 14.5819
O, 2.4842, 16.0828, 11.0746
O, -14.2262, 6.1707, 14.7255
O, 5.9652, 11.249, 10.9366
O, -2.6709, 11.2633, 14.5007
O, 10.8698, 10.9181, 15.0971
O, 5.6072, 5.3501, 16.2713
O, 4.5187, 6.2033, 18.5315
O, 13.7856, 5.2019, 16.7058
O, 9.0285, 6.4991, 21.4639
O, 3.4887, 10.511, 16.374
O, -0.3396, 8.2542, 22.8087
O, 5.3343, 6.3307, 21.0872
O, 5.8258, -0.7084, 15.0633
O, 2.1143, 3.3181, 21.2062
O, -3.223, 8.8231, 13.7852
O, 2.2726, 6.5853, 13.4268
O, 3.6625, 1.2687, 18.4029
O, 4.1829, 4.3304, 22.4487
O, 5.9704, -0.1296, 20.7288
O, -1.3926, 6.7663, 16.3888
O, 0.0842, 4.4065, 16.8245
O, -0.855, 1.6849, 13.1811
O, 4.613, 5.7325, 12.4754
O, -1.4813, 5.9475, 18.9327
O, 4.0315, 14.1108, 12.8971
O, 6.3079, 1.5688, 18.632
O, -2.9781, 9.5017, 16.4754
O, 10.0713, 2.2633, 16.0026
O, 8.9792, 7.8098, 11.4628
O, 15.6445, 3.6172, 17.9796
O, 3.9937, 9.7652, 9.9751
O, 8.5449, -0.0351, 10.4665
O, 6.172, 3.8522, 11.4247
O, 7.9012, -0.5383, 19.0556
O, 5.1566, 12.5641, 16.2274
H, 6.9988, 8.9205, 10.8785
H, 2.5858, 6.141, 14.2312

Results
free energy: -133994.845 eV
free energy less fixed offsets of H -15.97, O -568.88, Si -635.61 eV per atom: -0.945 eV

Forces (eV/angstrom), in the order of the atoms: element, x, y, z
Si, 0.004, -0.0059, -0.0067
Si, -0.0094, 0.0114, 0.0125
Si, 0.0026, -0.0045, -0.0121
Si, -0.0132, 0.0113, 0.0116
Si, -0.0094, 0.0119, 0.0128
Si, 0.0041, -0.0017, -0.0113
Si, -0.0125, 0.0086, 0.0073
Si, 0.0058, -0.0111, -0.0105
Si, 0.0022, -0.0037, 0.0047
Si, 0.0046, -0.0026, -0.006
Si, 0.006, -0.0004, 0.0055
Si, 0.0012, -0.0017, -0.0076
Si, 0.0027, -0.0034, -0.0062
Si, 0.01, -0.0084, 0.0035
Si, 0.0027, -0.0048, -0.0068
Si, 0.0042, 0, 0.0054
Si, 0.0004, -0.0004, 0.0051
Si, -0.0041, 0.0048, -0.0036
Si, -0.0034, 0.0026, -0.0004
Si, 0.001, -0.0028, 0.0033
Si, -0.0026, 0.004, 0.0014
Si, 0.0023, 0.0031, 0.0005
Si, 0.0007, -0.0009, 0.0057
Si, -0.0086, 0.0074, 0.003
Si, 0.224, 0.0744, -0.323
Si, -0.2481, -0.1356, 0.1705
Si, -0.0057, -0.0339, 0.0964
Si, -0.0731, -0.2334, -0.1129
Si, -0.2333, 0.0162, 0.4476
Si, 0.0583, -0.0839, -0.0964
Si, 0.0269, 0.0021, -0.0424
Si, 0.0978, 0.3761, 0.0528
Si, -0.0509, -0.0061, -0.0254
Si, 0.1202, 0.0419, 0.0148
Si, -0.0341, 0.0372, -0.0283
Si, -0.0125, -0.0807, 0.0029
Si, 0.063, 0.0355, 0.0102
Si, -0.0287, 0.0377, -0.0342
Si, -0.0219, -0.1234, 0.0322
Si, -0.0414, 0.0017, -0.0477
Si, 0.0133, -0.0376, -0.0118
Si, -0.0351, 0.0552, -0.0101
Si, 0.0169, 0.0025, -0.0119
Si, -0.0395, -0.0112, -0.0375
Si, -0.0309, 0.061, -0.0013
Si, 0.0243, -0.0177, -0.0136
Si, -0.0081, 0.0165, -0.0423
Si, 0.0412, -0.0261, -0.0132
Si, 0.0301, -0.0384, 0.0233
Si, -0.0288, 0.0132, 0.0056
Si, 0.0021, 0.032, 0.0147
Si, 0.0326, -0.0476, 0.019
Si, -0.0116, 0.0225, 0.0172
Si, 0.0332, 0.0132, 0.0244
Si, -0.0024, -0.0466, 0.0296
Si, -0.032, 0.0115, 0.0136
Si, 0.0191, 0.0844, -0.0206
Si, 0.0022, -0.0445, 0.0366
Si, -0.0183, -0.0442, 0.0414
Si, -0.0098, 0.0249, -0.0083
Si, 0.0497, -0.0174, 0.0273
Si, -0.0587, 0.0432, -0.0146
Si, -0.0157, 0.0426, -0.03
Si, 0.0499, -0.013, 0.045
Si, 0.2424, 0.0091, -0.1656
Si, -0.0765, 0.1522, 0.0822
Si, 0.1654, -0.0917, -0.0501
Si, -0.0021, 0.1602, 0.0219
Si, -0.0335, -0.025, 0.1975
Si, -0.1129, -0.0128, -0.0777
Si, -0.1379, -0.0168, 0.1508
Si, 0.1324, -0.1787, -0.3244
Si, -0.0048, 0.0049, -0.0021
Si, -0.0008, -0.0029, -0.0016
Si, -0.0021, 0.0069, 0.0058
Si, -0.0001, -0.0019, -0.0015
Si, 0.0043, 0.0002, -0.0083
Si, 0.0002, 0.0011, -0.0033
Si, 0.0007, -0.0001, -0.0046
Si, 0.0037, -0.0081, -0.0047
Si, 0.0052, -0.0001, -0.0034
Si, -0.0032, 0.0066, 0.0008
Si, 0.0023, -0.0015, 0
Si, 0.0004, 0.0021, -0.003
Si, 0.0058, -0.0093, -0.0022
Si, -0.0049, -0.0041, -0.0017
Si, -0.0082, 0.0013, -0.0015
Si, 0.0012, -0.0017, -0.0044
Si, 0.0149, -0.0041, 0.0138
Si, -0.0098, 0.0095, -0.0031
Si, -0.0071, 0.0071, -0.0052
Si, 0.0078, -0.0067, 0.0024
Si, 0.001, -0.0057, 0.016
Si, 0.0005, 0.0025, 0.0178
Si, 0, -0.006, 0.0147
Si, -0.0019, 0.0076, 0.0195
O, 0.0042, -0.0042, -0.0037
O, 0.0026, -0.0012, -0.0044
O, -0.0015, -0.0007, 0.0003
O, 0.0046, -0.0047, -0.005
O, -0.0113, 0.0077, -0.001
O, -0.0008, 0.0004, 0.0016
O, 0.0024, -0.0019, -0.0036
O, 0.0009, -0.0004, -0.0038
O, -0.0067, 0.0066, -0.0156
O, 0.0013, -0.0019, -0.0024
O, -0.001, 0.0002, 0.0073
O, 0.0031, -0.0028, -0.0046
O, -0.0032, -0.0025, -0.0034
O, 0.0009, -0.001, -0.0086
O, 0.0002, 0.0012, 0.0005
O, -0.0016, 0.0033, -0.0111
O, -0.0007, 0.0006, 0.0034
O, -0.0006, 0, -0.0039
O, 0, -0.001, -0.0048
O, -0.0012, 0.0025, -0.0048
O, -0.0014, 0.0019, 0.0037
O, -0.0007, 0.0003, -0.0031
O, -0.0029, 0.0003, 0.0047
O, -0.003, 0.0035, 0.0053
Si, 0.0057, -0.004, 0.0029
Si, -0.001, 0.0004, 0.0019
Si, -0.001, -0.002, 0.0002
Si, 0.0004, -0.0003, 0.0016
Si, -0.0005, 0.0004, -0.003
Si, -0.0015, -0.002, -0.0032
Si, 0.0003, 0.0022, -0.0025
Si, -0.0024, 0.0026, 0.0029
Si, -0.0002, -0.0002, -0.004
Si, 0.0003, -0.0005, -0.0048
Si, -0.0013, 0.0012, 0.0005
Si, -0.0016, 0.0022, -0.0006
Si, -0.0013, -0.0035, 0.0034
Si, 0.0027, -0.001, 0.0037
Si, -0.0019, -0.0007, 0.0039
Si, 0.0025, -0.0048, 0.0045
Si, -0.0012, 0.0012, -0.0008
Si, -0.0006, -0.0002, 0.0027
Si, -0.0008, -0.0009, 0.0044
Si, 0.0014, -0.0008, 0.0018
Si, 0.0001, -0.0003, -0.0011
Si, 0.0009, 0.0006, 0.0028
Si, -0.0003, -0.0017, -0.0002
Si, -0.0019, 0.0002, -0.004
Si, 0.0011, -0.0001, -0.006
Si, -0.0002, -0.0004, -0.004
Si, -0.0009, -0.0006, -0.0026
Si, -0.0008, -0.0006, 0.0051
Si, 0.002, 0.0027, 0.0017
Si, 0.0036, -0.0032, 0.0027
Si, -0.001, -0.0008, -0.0016
Si, 0.0005, 0.003, 0.0029
Si, -0.0011, -0.0013, 0.0005
Si, -0.0028, 0.0032, -0.0071
Si, -0.0043, -0.0031, -0.0026
Si, -0.0033, -0.0024, 0.0015
O, 0.0018, 0.0026, -0.0025
O, 0.0003, 0.0007, -0.0026
O, 0.0014, -0.0025, -0.0028
O, -0.0015, -0.0029, -0.0026
O, -0.0004, -0.0005, 0.0002
O, -0.0011, -0.0004, -0.0013
O, 0.0045, -0.0026, -0.0022
O, 0.0023, -0.002, -0.0026
O, -0.0022, -0.0032, 0.0023
O, 0.0007, -0.0002, -0.003
O, -0.0036, 0.0038, 0.0071
O, 0.0002, -0.0008, 0.0007
O, -0.0019, 0.002, -0.0044
O, 0.0005, 0, 0.0031
O, 0.0008, 0, -0.003
O, 0.0003, -0.0013, -0.0037
O, 0.0004, -0.0001, -0.0001
O, -0.0011, 0.0005, 0.0019
O, -0.001, -0.0001, 0.0004
O, 0.0006, 0.0004, -0.0024
O, -0.0005, 0.0002, 0.0004
O, -0.0004, 0.0019, 0.0014
O, 0.0002, -0.0008, 0.0009
O, -0.003, -0.0007, 0.0022
O, -0.0018, -0.0024, -0.0012
O, -0.0005, 0, 0.0009
O, 0.0017, 0.0002, -0.002
O, -0.0009, -0.0009, -0.0009
O, 0.0001, 0.0013, -0.0011
O, 0, -0.001, -0.0013
O, 0.0034, 0.0011, -0.001
O, 0.0006, -0.0019, -0.0043
O, 0.0003, 0.0006, -0.0011
O, -0.0005, -0.0002, -0.0007
O, -0.0039, -0.0009, 0.0031
O, -0.0011, 0.0002, 0.001
O, 0.001, -0.0009, 0.0029
O, 0, -0.0014, -0.0016
O, -0.0003, 0.0006, 0.0012
O, -0.0021, 0.0015, -0.0004
O, -0.001, 0.0016, -0.0013
O, 0, 0.0001, -0.0009
O, -0.0031, 0.0007, -0.0015
O, 0.0007, -0.0001, -0.0016
O, 0.0168, -0.0222, 0.047
O, 0.0006, 0.0013, 0.0006
O, 0.0007, -0.0006, 0.0001
O, 0.0014, -0.001, -0.0006
O, -0.0013, -0.0031, -0.003
O, 0.0028, -0.0004, 0.0008
O, -0.0014, 0.0003, -0.0019
O, 0.002, -0.0019, -0.0024
O, 0.0009, 0.0006, 0.0007
O, -0.0022, -0.0036, -0.003
O, -0.0017, 0.0005, 0.0007
O, 0.0004, 0.0006, 0.0013
O, 0, 0.0017, 0.0013
O, 0.0001, -0.0001, -0.0033
O, -0.0001, 0.0015, 0.0003
O, 0.004, 0.0078, 0
O, 0.0003, 0.0027, -0.0007
O, -0.0018, 0.0008, -0.0022
O, -0.0004, 0, 0.0021
O, -0.0004, 0.0005, 0.001
H, -0.0018, 0.0024, 0.0003
H, -0.0186, 0.022, -0.0493

The program warned: the cutoff lies below the one the program advises for these potential files; the exchange-correlation potential is rough where the density is thin.
